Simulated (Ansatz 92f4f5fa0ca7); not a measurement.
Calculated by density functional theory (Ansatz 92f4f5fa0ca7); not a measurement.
Periodic cell of 254 atoms, Si144O106N4, from a study of silicon, its oxide and their interface. The atomic structure is a simulated model.
This geometry differs little from another in the collection (a relaxation step or a small displacement).

Settings: functional r2SCAN; potential files Ansatz PAW; basis plane waves; wave-function cutoff 800 eV; density cutoff ratio 5; exchange-correlation grid ratio 1; k mesh 1 x 1 x 1, shifted by 0.5 0.5 0 of a step; self-consistency stop 1e-10 eV per atom in the density residual; occupations fixed; spin none; net charge 0.

Cell vectors (angstrom)
a 10.887 0 0
b 0 10.887 0
c 0 0 36.0376

Atoms and the computed forces on them: element, x, y, z (angstrom), force x, y, z (eV/angstrom)
Si 0.2866 -0.5557 0.1412 -0.0085 0.0023 -0.0712
Si 2.5612 2.9585 0.1072 0.0055 0.0002 -0.0608
Si 0.4722 5.3292 -0.0853 0.0063 0.0069 -0.0786
Si 2.7056 8.3724 0.4272 0.0083 -0.0031 -0.0461
Si 5.358 -0.2379 -0.0262 -0.0119 -0.0004 -0.0601
Si 7.8584 2.946 0.1484 0.0114 -0.0141 -0.0657
Si 5.566 5.048 0.2175 -0.0071 0.0013 -0.0516
Si 7.5926 8.3703 -0.2155 -0.0005 -0.0129 -0.0808
Si 1.3218 1.2976 1.2718 0.0004 -0.0008 0.0033
Si 4.0493 3.9691 1.585 0.0001 -0.0003 0.0021
Si 1.4351 6.746 1.501 -0.0009 0.0008 0.0024
Si 4.1109 9.6376 1.679 0.0014 -0.0002 0.0015
Si 6.6662 1.3082 1.3113 -0.0006 0 0.0008
Si 9.5695 4.1988 1.1863 0.0017 0.0006 0.0016
Si 6.6776 6.8093 1.3171 0.0004 -0.0002 0.004
Si 9.3803 9.3247 1.2314 -0.0009 -0.0003 0.0005
Si -0.0362 2.7295 2.6034 -0.0022 -0.0013 0.0005
Si 2.6572 0.11 2.8414 -0.0008 0.0015 0.0002
Si -0.0986 8.0783 2.7123 0.0009 0.0011 0.0002
Si 2.7481 5.4073 2.8773 0.0004 0.0013 0.0005
Si 5.4152 2.5983 2.8408 0.0014 -0.0002 0.0004
Si 8.1248 -0.064 2.6123 0.0021 0.001 0.0008
Si 5.4392 8.1254 2.8359 -0.0008 -0.0018 -0.001
Si 8.1803 5.4985 2.6325 0.0001 0.0009 -0.0003
Si 1.3239 4.0163 4.0924 -0.0002 -0.0007 -0.0006
Si 4.0428 1.3545 4.2397 0.0003 -0.0012 0.0019
Si 1.2759 9.5177 4.0461 0.0003 -0.0008 -0.0001
Si 4.0817 6.7922 4.19 0.0003 0.0001 -0.0001
Si 6.8214 4.0838 4.0184 0.0001 0.0001 -0.0004
Si 9.4885 1.3474 3.9714 0.0001 -0.0001 -0.0011
Si 6.8376 9.5045 4.1005 0.0001 0.001 -0.0003
Si 9.4908 6.7625 4.123 -0.0007 0.0007 -0.0005
Si -0.0434 0.0165 5.4088 0.0002 0 0.0001
Si 2.6937 2.7417 5.5296 0.0003 0.0003 0.0007
Si -0.0192 5.3999 5.443 -0.0002 0.0002 0.0001
Si 2.6666 8.178 5.4357 0.0009 -0.0006 0.0003
Si 5.448 -0.0466 5.4739 0.0001 0.0006 0.0013
Si 8.163 2.7077 5.3773 -0.0001 -0.0006 0.0001
Si 5.4781 5.4183 5.4647 0.0002 0.0001 0.0011
Si 8.179 8.1624 5.4834 0.0006 -0.0003 0.0008
Si 1.3318 1.3392 6.819 -0.0001 0.0003 0.0007
Si 4.0926 4.0997 6.8461 0 -0.0003 0.0009
Si 1.3391 6.7924 6.7884 -0.0005 -0.0003 0.0005
Si 4.06 9.4998 6.8004 0 0.0005 0.0009
Si 6.8112 1.367 6.7755 -0.0005 -0.0008 0.0007
Si 9.5104 4.045 6.7792 0.0002 0.0004 0.0001
Si 6.8117 6.7969 6.8279 0.0004 -0.0002 0.0007
Si 9.5304 9.544 6.8205 -0.0005 0 0.0001
Si -0.0169 2.7239 8.1577 0.0003 -0.0007 0.0002
Si 2.7298 -0.0142 8.1559 0 -0.0001 0.0007
Si 0.0155 8.1676 8.1612 0.0006 0.0001 0.0002
Si 2.7201 5.479 8.1709 0.0009 0.0001 0.0008
Si 5.471 2.7161 8.164 0 0.0002 0.0005
Si 8.1632 0.0285 8.1613 0.0007 0.0003 0
Si 5.4221 8.16 8.1612 0.0001 -0.001 0.0007
Si 8.1842 5.4206 8.1515 -0.0003 0.0003 0.0002
Si 1.353 4.0961 9.4975 0.0002 -0.0005 0
Si 4.1086 1.3441 9.4998 -0.0003 0.0005 -0.0001
Si 1.3971 9.5093 9.5264 -0.0006 0.0002 0.0003
Si 4.0746 6.829 9.545 -0.0001 -0.0005 0.0007
Si 6.8311 4.0826 9.5298 -0.0004 0.0003 0.0005
Si 9.5271 1.3835 9.5325 0.0002 -0.0004 0.0002
Si 6.7792 9.553 9.4924 0.0004 -0.0001 -0.0003
Si 9.5395 6.792 9.5 -0.0004 0.0003 -0.0004
Si 0.0442 0.021 10.8322 -0.0006 -0.0002 -0.0002
Si 2.7471 2.7303 10.8015 0.0007 0.0005 0.0008
Si 0.0168 5.4569 10.8908 0.0005 0.0002 0.0008
Si 2.7504 8.1886 10.9471 0.0001 0.0001 0.0005
Si 5.4509 0.0082 10.913 0.0003 0.0003 0.0008
Si 8.1874 2.7413 10.9244 0.0005 0.0002 0.0003
Si 5.4602 5.4625 10.852 -0.0001 -0.0003 0.0003
Si 8.1522 8.1751 10.7951 0.0004 0.0006 0.0009
Si 1.4382 1.3724 12.1781 0.0001 0.001 -0.002
Si 4.0945 4.0797 12.1559 0 0.0002 -0.0012
Si 1.3773 6.8035 12.2702 0 0.0006 -0.0014
Si 4.1137 9.5552 12.3304 0.0004 0.0004 -0.0005
Si 6.8153 1.3778 12.2721 0 0.0002 -0.0014
Si 9.5605 4.1097 12.2831 0.0003 0.0005 -0.0027
Si 6.8007 6.8587 12.1909 0.0004 0.0001 -0.002
Si 9.5334 9.535 12.0994 0.0003 0.0003 -0.0029
Si 0.1143 2.7283 13.5575 -0.0007 0.001 0.0036
Si 2.7703 0.0787 13.6626 0.0011 -0.0009 0.0041
Si -0.0233 8.2262 13.51 0.0009 -0.0012 0.0022
Si 2.7756 5.4144 13.569 -0.001 0.0009 0.0031
Si 5.4308 2.7687 13.5816 0.0013 -0.0004 0.0035
Si 8.2326 -0.0197 13.523 -0.0008 0.0018 0.0013
Si 5.4957 8.1895 13.6729 -0.0012 0.0016 0.0047
Si 8.1639 5.5275 13.5634 0.0011 -0.0008 0.0042
Si 1.6865 3.8405 14.93 0.0116 -0.0115 -0.0543
Si 3.9368 1.6597 15.0257 -0.0136 0.01 -0.0559
Si 1.1085 9.7916 14.8285 -0.008 0.0133 -0.0499
Si 4.3192 6.5553 14.91 0.0131 -0.0086 -0.0518
Si 6.5569 4.3933 14.8326 -0.0103 0.0121 -0.0509
Si 9.8388 1.1243 14.7807 0.0134 -0.0115 -0.0535
Si 7.1394 9.3492 14.9348 0.0089 -0.0136 -0.0541
Si 9.3119 7.116 14.8628 -0.0124 0.0105 -0.0535
Si -2.4248 -18.751 16.9083 0.003 0.0138 -0.1465
Si -8.9758 12.7598 27.3665 -0.0113 -0.0091 -0.158
Si -1.7787 13.3252 33.4527 0.0173 0.0225 -0.1385
Si -19.0911 16.9422 28.7709 0.0127 -0.003 -0.149
Si -17.8677 14.2501 28.6612 0.0171 0.025 -0.1357
Si 2.9825 -2.4289 16.9303 0.0006 -0.0057 -0.1473
Si -1.3899 -19.0495 23.5811 -0.007 0.0093 -0.1318
Si -22.0387 -13.5802 21.2982 0.0256 -0.0284 -0.1502
Si 11.5631 27.5103 19.9683 0.0054 0.0092 -0.155
Si -0.2089 -5.6361 17.0225 -0.0044 -0.0064 -0.1466
Si -4.1036 -8.8693 24.4904 0.0126 -0.0161 -0.1524
Si -4.1379 -4.0068 25.8825 0.0034 -0.0121 -0.1477
Si -5.9564 8.6614 21.815 -0.0026 0.0024 -0.1402
Si -14.9024 -26.0024 22.8295 -0.0018 0.0185 -0.1391
Si -7.1708 1.0515 30.8244 0.0199 0.0016 -0.1871
Si -24.2924 -8.831 19.7153 -0.0104 -0.008 -0.1654
Si -7.1377 -0.4382 27.0108 -0.0144 -0.0151 -0.1491
Si -17.5561 -4.0633 34.2205 -0.0048 0.004 -0.1272
Si -20.9387 -0.3979 30.5618 -0.0028 0.0144 -0.1426
Si 4.9944 2.1323 22.1466 0.0054 -0.0133 -0.1296
Si -12.8157 -0.0314 24.3121 -0.0201 0.0171 -0.1311
Si -3.874 18.0518 33.0247 0.0168 -0.011 -0.1801
Si 13.01 1.9025 22.6413 0.0032 0.0023 -0.1326
Si -4.6768 21.8166 20.1756 -0.0052 0.0022 -0.1748
Si -15.3283 -17.851 26.968 -0.0109 -0.0019 -0.1593
Si -25.3816 -7.0862 22.036 0.0064 -0.0028 -0.1363
Si 22.7328 -3.3256 30.5767 0.0074 -0.0174 -0.1495
Si 8.1175 -6.3591 31.6744 0.0043 0.0034 -0.1551
Si 22.5966 -18.3661 25.0534 -0.0186 -0.0082 -0.1576
Si -23.1255 6.7899 28.7262 0.0061 0.0192 -0.1404
Si -23.4978 -1.9984 26.6493 0.001 0.0019 -0.1794
Si -19.3619 -13.7842 20.0125 -0.0015 -0.0136 -0.1615
Si 5.9555 -0.2598 29.2024 -0.006 0.0108 -0.1321
Si -2.9256 -1.6572 21.825 -0.019 0.0001 -0.123
Si 3.1041 10.1207 24.0578 0.007 -0.0072 -0.1601
Si -2.3431 -17.7387 28.8661 -0.0067 -0.0076 -0.1559
Si -16.473 -0.2438 17.0792 -0.0039 0.0089 -0.1601
Si -21.5274 22.0414 33.373 0.0017 -0.0074 -0.1609
Si -31.303 17.1841 33.1643 -0.0095 0.0061 -0.1674
Si 1.5324 -4.5676 26.0287 -0.0229 0.0027 -0.1416
Si -32.6998 2.1416 29.7408 0.0108 -0.0045 -0.1482
Si -17.7807 18.4132 26.7892 0.0079 0.01 -0.1193
Si 10.9364 -6.9027 32.1289 0.0026 -0.0145 -0.1391
Si -1.9646 10.6854 29.1921 -0.0241 -0.0134 -0.1368
Si -21.7421 13.701 20.8892 -0.0048 0.0207 -0.1488
Si -10.6043 19.5264 24.4426 0.0015 0.0116 -0.1514
Si 14.2114 1.1672 33.9308 -0.0204 0.0006 -0.1621
Si -14.2004 19.272 30.1908 0.0145 0.0178 -0.1608
O 2.3955 0.3391 27.4643 -0.0101 0.0129 0.0548
O -0.3805 -0.3656 34.7038 -0.0015 -0.0203 0.0972
O -9.867 2.1743 26.071 0.03 -0.0242 0.0961
O -6.1771 5.4726 34.9349 0.0184 -0.0249 0.0651
O -0.0846 -2.5487 22.899 0.0107 0.0161 0.1356
O -25.0693 15.3271 30.1366 -0.0039 0.0134 0.1109
O 1.5385 9.3273 35.8245 0.0062 -0.0049 0.0337
O 6.3205 9.0517 29.4007 0.0141 -0.0177 0.0534
O -7.4197 -8.3376 22.0948 -0.016 -0.0035 0.0431
O -12.3746 16.1474 28.2356 -0.0021 -0.0049 0.0515
O 14.944 -15.2142 28.0759 -0.0172 -0.0226 0.0712
O 4.168 -23.1305 16.8766 0.0031 0.0011 0.0468
O -24.6336 -7.8146 32.4118 0.0143 -0.0305 0.0719
O -2.8368 -3.7571 29.3024 -0.0211 0.0117 0.0653
O -16.3593 29.5208 26.1124 -0.024 0.0061 0.0549
O -5.4389 5.4661 15.4 0.0001 0.0006 0.0273
O -16.2416 -9.3753 23.562 0.0243 -0.002 0.0822
O 11.1914 5.8853 18.3999 0.0233 0.0126 0.1254
O 11.9272 9.0365 29.9364 -0.0001 0.0072 0.052
O -4.7007 35.6447 25.6625 -0.013 0.0471 0.1095
O 1.3282 26.6668 32.3581 0.0095 0.0255 0.068
O -16.3382 18.2354 33.314 -0.0299 -0.0053 0.0636
O 5.2477 1.0939 20.9319 -0.0208 0.0368 0.084
O 3.5395 7.1005 16.2411 -0.0213 0.0267 0.0669
O 7.4935 -16.3838 22.0668 -0.0048 0.0185 0.0501
O 7.9093 7.8611 22.6668 -0.0047 -0.0207 0.0566
O 8.224 8.2143 15.4269 0.0005 0.001 0.0254
N 7.8186 -7.9702 23.4259 -0.0034 -0.0206 0.0863
O -3.1561 0.631 20.1508 -0.0013 -0.0122 0.055
O -11.2585 -15.1533 20.8542 -0.0188 0.0314 0.062
O -11.8104 -20.5933 23.8741 0.0026 -0.0153 0.0473
O -12.2289 4.1423 17.3115 0.0006 -0.0005 0.0518
O 1.1315 1.7461 21.3755 0.0272 -0.0104 0.0714
O -0.833 6.4495 16.1434 0.0235 -0.028 0.0708
O -14.3567 44.0691 29.2794 0.0005 0.0005 0.0422
O -22.6655 7.8318 27.5675 0.0011 -0.0388 0.0909
O -2.5689 10.3659 22.9083 0.0295 0.0285 0.0958
O 6.7786 6.3143 24.3811 -0.0062 0.0055 0.1241
O 13.3671 11.3729 23.2727 0.0066 -0.0229 0.0592
O -30.8842 -12.4916 24.4822 -0.0055 -0.0067 0.0503
O -13.347 13.042 34.866 -0.0307 0.0072 0.1019
O -4.2737 -11.6327 16.2663 -0.0254 0.0223 0.0711
O -18.8504 -4.3396 33.3404 0.0318 0.0045 0.0603
O -24.7661 -2.9162 26.1943 0.0198 0.012 0.0574
O -14.0788 11.6435 25.0582 -0.004 -0.0033 0.0548
O -3.5091 16.5247 32.5856 -0.0185 0.0282 0.0682
O -9.7907 8.7674 20.5901 -0.0355 0.0102 0.0617
O -40.6057 4.5366 29.1784 -0.007 -0.0027 0.0464
O -14.0025 3.3403 27.6471 0.0374 0.0033 0.0859
O 11.9046 4.5517 16.2331 -0.0288 0.0241 0.0714
O 33.0815 -3.6431 25.2857 0.0172 -0.0331 0.0687
O -21.0857 4.1654 20.3054 -0.0053 -0.0405 0.058
O -9.402 6.2661 27.662 0.0138 -0.0048 0.1024
O -0.5263 -7.4049 33.5711 -0.0133 -0.0115 0.0739
O -3.0229 14.1509 20.636 -0.0192 0.0337 0.0996
O 13.4095 -13.5438 18.4325 -0.0173 -0.0123 0.1366
O -27.2138 7.1851 22.2533 0.0174 -0.0217 0.0513
O -28.321 -10.7303 34.7461 0.0369 -0.0196 0.0738
O -1.7424 -9.0354 16.0487 -0.0227 0.027 0.0729
O 3.4135 19.8031 27.3441 -0.0016 0.0041 0.0524
O -12.0663 -6.0306 31.5239 0.011 -0.0091 0.0601
O 3.2699 13.6168 27.3098 0.0136 0.0115 0.0638
O 5.6973 -7.3274 21.9432 0.0001 -0.0018 0.0456
O -21.256 -0.6823 32.1165 -0.0081 0.0117 0.1159
O 6.5144 9.5826 35.4971 -0.0011 0.0064 0.0337
O -20.0523 11.7147 33.821 0.0167 0.0065 0.0617
O 0.4788 13.6491 31.1511 -0.0004 0.0382 0.0962
O -3.0264 -8.5541 18.2199 0.0011 -0.0239 0.1201
O -7.1156 -2.9662 35.3065 -0.0208 0.0238 0.0667
O -6.7085 -1.5161 23.0835 -0.0389 0.0298 0.0939
O -22.5341 3.6139 24.7756 0.0294 0.0157 0.0678
O -18.9803 2.7531 15.4889 0 0.0011 0.0285
O -17.8015 -8.531 29.9103 -0.0052 -0.044 0.0898
O -12.5003 -1.8759 20.8548 -0.0132 0.0039 0.053
O -9.3537 -29.694 23.6828 -0.0202 0.0296 0.0977
O 5.6535 -0.1007 18.6506 0.0315 0.0071 0.1442
O 1.5038 -17.6727 35.6524 0.0013 -0.0065 0.0394
O 14.2652 -8.3504 34.7869 -0.0088 0.0231 0.0719
N -11.3283 11.3686 29.7522 0.0261 -0.0035 0.0681
O -19.4485 6.8356 30.119 -0.0306 0.0254 0.0894
O -17.0644 1.1063 16.3727 0.0242 -0.0276 0.068
N -4.5378 -23.1629 21.1453 0.0079 -0.0215 0.0704
O 1.7018 -1.8757 16.1234 0.0275 -0.0218 0.0682
O -17.984 -2.3821 20.6722 0.0448 0.0162 0.0781
O 2.1433 6.3965 20.2318 0 0.0013 0.0474
O -15.0658 16.3945 26.725 0.002 -0.0289 0.0608
O -7.0443 12.2378 32.4078 -0.0086 0.0039 0.1359
O -18.7675 6.8924 25.6649 0.0133 0.0017 0.0597
O 16.2151 -7.0368 28.1217 -0.0344 -0.0068 0.0678
O -0.2958 -4.0581 29.9181 0.0284 0.0085 0.0745
O -9.7804 2.3842 28.6489 -0.043 0.0012 0.0957
O -13.922 -3.2434 34.346 0.0131 0.0295 0.112
O -36.3167 -7.1896 16.1317 0.0292 -0.0234 0.0686
O -22.5969 -7.6165 22.1758 -0.0235 -0.0063 0.1023
O -12.9468 9.412 30.1852 -0.0034 -0.0162 0.0578
O -34.0461 2.8716 29.3614 0.0153 -0.0078 0.0524
O -4.1434 4.0492 35.6927 -0.0027 0.0028 0.0334
O -11.7905 -19.72 19.8051 0.0266 0.009 0.0679
O -8.6453 0.4376 30.4844 0.0009 -0.0037 0.0566
O -10.8739 -32.6509 15.3592 -0.0013 0.0005 0.0225
O -11.9143 1.1484 32.8542 -0.0024 0.0008 0.0573
O -28.7548 10.5872 25.3952 0.015 0.008 0.1195
O -1.9624 -0.7158 27.6258 -0.0037 0.0373 0.116
O -20.3427 -6.0886 25.5345 0.0153 0.0298 0.0577
O 4.9457 10.9625 30.4225 -0.0322 0.0139 0.0733
O -25.3632 18.9618 31.73 -0.0182 -0.032 0.1251
O 5.1132 10.889 27.8084 0.0413 0.0063 0.0866
N -1.0478 -1.3232 25.1664 -0.0083 -0.0198 0.0925
O -10.0877 -3.4263 32.1836 0.0046 -0.0244 0.1135
O -10.4296 6.1854 34.5225 -0.0207 -0.0156 0.1071

Results
free energy: -154114.830 eV
free energy less fixed offsets of N -386.36, O -570.45, Si -639.56 eV per atom: -5.050 eV

The program warned: the cutoff lies below the one the program advises for these potential files; the forces do not sum to zero within the program's tolerance; empty levels may hold ghost states of the PAW files; the exchange-correlation potential is rough where the density is thin.
